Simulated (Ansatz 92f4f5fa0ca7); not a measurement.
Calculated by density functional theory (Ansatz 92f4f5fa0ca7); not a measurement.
Periodic cell of 148 atoms, Si92O56, from a study of silicon, its oxide and their interface. The atomic structure is a simulated model.

Settings: functional r2SCAN; potential files Ansatz norm-conserving; basis plane waves; wave-function cutoff 1300 eV; density cutoff ratio 4; exchange-correlation grid ratio 1; k mesh 2 x 2 x 1, shifted by 0.5 0.5 0.5 of a step; self-consistency stop 5e-08 eV per atom in the density residual; occupations Fermi-Dirac, 0.05 eV; spin none; net charge 0.

Cell vectors (angstrom)
a, 10.88, 0, 0
b, 0, 10.88, 0
c, 0, 0, 21.4204

Atoms: element, x, y, z (angstrom)
Si, 0.0127, 0.8394, -0.4231
Si, 2.6692, 2.6498, 0.2586
Si, 0.2886, 4.8911, -0.2704
Si, 3.5249, 7.7377, -0.1919
Si, 6.0996, -0.3724, 0.3034
Si, 8.2804, 2.7019, 0.0237
Si, 5.3505, 5.2702, 0.1982
Si, 7.3886, 8.5556, -0.0901
Si, 1.3609, 1.3059, 1.4662
Si, 4.1565, 3.974, 1.5757
Si, 1.6968, 7.016, 1.4949
Si, 4.3876, 9.3439, 1.4096
Si, 6.9987, 1.4684, 1.5432
Si, 9.5511, 4.1373, 1.2379
Si, 6.7133, 6.6699, 1.3135
Si, 9.7809, 9.3535, 1.1296
Si, -0.026, 2.7751, 2.6699
Si, 2.7946, -0.2315, 2.7748
Si, 0.0376, 8.1441, 2.6475
Si, 2.7708, 5.332, 2.8439
Si, 5.3799, 2.5364, 2.7909
Si, 8.3357, -0.283, 2.7566
Si, 5.5417, 7.9636, 2.9053
Si, 8.1952, 5.4868, 2.6104
Si, 1.309, 4.0304, 4.1916
Si, 4.1418, 1.1846, 4.1719
Si, 1.2966, 9.4556, 4.1498
Si, 4.0259, 6.7366, 4.2786
Si, 6.8617, 4.0271, 3.9772
Si, 9.6285, 1.2432, 4.0893
Si, 6.7803, 9.4503, 4.1294
Si, 9.5723, 6.793, 4.0221
Si, -0.0094, -0.1036, 5.4278
Si, 2.676, 2.5631, 5.6464
Si, 0.0598, 5.4502, 5.4454
Si, 2.5769, 8.1757, 5.5995
Si, 5.5145, -0.053, 5.6067
Si, 8.2495, 2.5619, 5.3511
Si, 5.4455, 5.3865, 5.4416
Si, 8.0177, 7.8849, 5.3943
Si, 1.4263, 1.1329, 6.9821
Si, 4.1449, 4.0234, 6.8642
Si, 1.219, 6.8178, 6.9385
Si, 4.1115, 9.5243, 6.9733
Si, 6.8542, 1.4542, 6.8093
Si, 9.4939, 4.0423, 6.6287
Si, 6.7169, 6.7081, 6.8631
Si, 9.3908, 9.37, 6.6675
Si, -0.0185, 2.694, 8.0825
Si, 2.6685, -0.1584, 8.4958
Si, -0.2747, 8.0205, 8.319
Si, 2.7561, 5.4281, 8.3375
Si, 5.5616, 2.754, 8.2094
Si, 8.1012, -0.041, 8.1369
Si, 5.3314, 8.0702, 8.4807
Si, 8.1162, 5.2974, 8.0153
Si, 1.2043, 4.1435, 9.506
Si, 3.8855, 1.0066, 10.342
Si, 1.1975, 9.3493, 9.6393
Si, 4.0099, 6.8673, 10.1005
Si, 6.9227, 4.2052, 9.4575
Si, 9.4418, 1.2552, 9.3055
Si, 6.5967, 9.6482, 9.7179
Si, 9.2896, 6.5859, 9.5443
Si, 0.2984, 0.42, 10.5436
Si, 1.5033, 2.3111, 11.0354
Si, 0.0585, 5.5636, 10.8403
Si, 2.0771, 7.8651, 11.3077
Si, 5.6993, 0.1797, 11.3647
Si, 7.8994, 2.4404, 10.6495
Si, 5.8507, 5.7911, 10.874
Si, 7.6803, 7.3141, 11.1035
Si, -4.6696, -6.509, 13.8151
Si, 1.7225, 1.6004, 15.5577
Si, 1.9673, 8.6129, 13.7465
Si, 3.8096, 7.7096, 18.2045
Si, -0.0062, 1.8475, 18.0405
Si, 9.0701, -2.3324, 16.3163
Si, 8.4857, 2.1299, 14.5902
Si, 4.9994, 9.5606, 14.2018
Si, 6.7587, 8.942, 18.2048
Si, -0.1122, 0.1809, 13.5991
Si, 1.2024, 7.3141, 16.516
Si, 7.2569, 7.2903, 14.1547
Si, 4.0689, -5.4696, 18.1208
Si, -0.8283, 3.5778, 12.7308
Si, 4.3624, 1.1762, 19.5008
Si, -2.5224, 11.3023, 17.1005
Si, 4.3884, 0.6757, 16.459
Si, 5.9533, 3.8654, 19.8717
Si, 3.9524, 3.5529, 15.6545
Si, 11.8755, 4.8358, 18.3213
O, -1.4674, 1.607, -0.3971
O, 0.5052, 1.0849, -2.0149
O, 5.0526, 0.0074, -0.9691
O, 0.7804, 6.34, 0.3368
O, 1.4432, 3.6721, -0.28
O, 5.1718, 8.5522, -3.5042
O, 3.279, 8.2851, -1.7501
O, 0.7823, 6.9193, -9.9907
O, 7.0117, -2.5166, -1.6518
O, 10.6363, -0.7803, -0.1004
O, 10.8778, 5.2243, -1.8598
O, 7.5777, 3.4377, -1.3342
O, 4.2222, 6.3408, -0.4517
O, 5.4265, 4.7998, -2.8108
O, 8.9594, 8.2538, 0.1867
O, 4.5352, 2.2949, 9.4599
O, 3.0317, 1.734, 11.4922
O, 0.5584, 2.8538, 12.3129
O, -0.3952, 0.0042, 12.0119
O, -2.9997, 7.1137, 12.6961
O, 0.6966, 9.6451, 13.9379
O, -1.1457, 3.1439, 14.3148
O, 1.64, 7.4369, 14.8943
O, -6.6355, -10.4203, 18.0257
O, 3.4262, -1.6473, 14.2619
O, 5.5216, -0.5402, 12.8425
O, 6.7083, 1.4906, 11.3108
O, 5.92, 4.8319, 12.2796
O, 7.6615, 9.0109, 10.8286
O, 9.2184, -0.7028, 16.3244
O, 10.2153, 5.1511, 12.3429
O, -3.02, -2.7235, 17.4643
O, 2.3514, 3.1117, 15.5948
O, 0.9375, 1.2665, 14.2003
O, -1.5606, 1.3692, 18.0013
O, 0.3086, 25.1418, 17.9845
O, -6.9167, 4.8533, 16.5623
O, 0.5727, 1.3066, 16.6275
O, 2.5172, 7.9448, 17.2424
O, -1.6492, 0.7294, 14.0594
O, 10.5841, 7.9391, 16.6843
O, 6.8563, -5.1787, 14.5832
O, 16.2215, 2.4085, 19.6561
O, 13.4499, 4.7692, 18.7313
O, 5.33, 10.5751, 15.5365
O, 2.9058, 11.4101, 15.8889
O, 3.0924, 1.7427, 20.3635
O, -2.0406, 2.956, 11.9535
O, -3.1013, -9.4447, 15.9179
O, 4.6687, -6.8173, 14.2918
O, 0.975, 5.8347, 17.0418
O, -2.4414, 7.9188, 15.0124
O, 5.8489, 8.2118, 14.3875
O, 7.1543, 3.072, 14.2256
O, 7.0813, -0.2859, 17.9104
O, 4.7463, -8.6058, 16.1981

Results
free energy: -36820.775 eV
free energy less fixed offsets of O -463.61, Si -117.95 eV per atom: -7.215 eV
pressure: -1.43 GPa
stress xx, yy, zz, yz, xz, xy (GPa, positive in tension): 1.03, 1.02, 2.25, -0.41, -0.98, -0.68

Forces (eV/angstrom), in the order of the atoms: element, x, y, z
Si, -0.7176, -0.2799, -1.2799
Si, -0.6442, 1.0902, -0.9303
Si, 1.1472, 0.3088, -0.2478
Si, -1.4749, 2.5112, 0.6698
Si, -1.2924, 1.0065, -0.0032
Si, -0.0884, 0.1649, -0.8269
Si, -0.6941, 0.274, -0.4032
Si, -1.1086, -0.9527, -0.2683
Si, 0.1856, -0.4786, 0.6606
Si, -1.126, -0.6234, -0.4685
Si, 1.0724, -0.4213, -0.7308
Si, -0.0692, -0.0958, 0.0962
Si, -0.1618, -1.6702, -0.519
Si, 0.038, 0.3431, 0.3195
Si, 0.3615, 1.3469, 0.3031
Si, -0.1854, 0.3521, -1.2857
Si, 0.0192, -0.5203, 0.7319
Si, -0.2348, 0.2628, -0.7471
Si, 1.0918, 0.0655, 1.2861
Si, -0.3653, 0.5572, 0.4011
Si, 1.2336, 0.4244, 0.6041
Si, -0.0301, 1.4169, -0.8216
Si, -1.4103, -0.3564, -0.2952
Si, 0.6194, -0.5078, 0.0934
Si, 0.8943, -0.8527, -0.3905
Si, -1.1423, 0.1288, 0.4889
Si, 0.6351, -0.3467, -0.8155
Si, -0.2294, 0.5071, -0.4346
Si, -0.2275, -0.2525, 0.4938
Si, -0.2049, 0.1576, -1.153
Si, 0.6244, -0.3453, 0.384
Si, -0.3148, -0.549, -0.0961
Si, 0.3055, 0.2479, 1.6126
Si, 0.5898, 0.3913, -1.1133
Si, -0.8281, 0.2917, 0.0264
Si, 1.0451, -0.2118, 0.214
Si, -0.0074, -0.036, -0.4507
Si, -0.7717, 1.2986, -0.3669
Si, 0.1783, -0.7874, 0.2829
Si, 0.8661, 1.652, 0.0504
Si, -0.7934, 0.4651, -0.0696
Si, -0.5204, 0.1287, 0.087
Si, 0.7431, -0.4807, 0.8298
Si, -0.6279, -0.5945, 0.4527
Si, -0.0899, -1.249, 0.3109
Si, 0.7226, -0.3447, 0.4009
Si, -0.7011, 0.0228, 0.7943
Si, -0.1574, -0.0622, 1.0597
Si, -0.7705, 0.4749, -0.4717
Si, 0.9252, -0.2153, 0.0201
Si, 0.2944, 1.0902, -0.7206
Si, 0.255, 0.5635, -0.1021
Si, -1.1222, 1.0975, 1.0185
Si, -1.0288, -1.4985, -1.126
Si, 0.1583, 0.3139, -0.6254
Si, 1.4458, 0.7513, -0.8121
Si, 0.9225, -1.6485, 0.1045
Si, 0.2179, 1.0757, -2.1074
Si, 0.1611, 0.0186, -0.1075
Si, -1.5152, -0.4509, -1.271
Si, -1.4646, -1.2161, 0.7392
Si, 0.4227, 1.1746, 0.4377
Si, 1.095, 0.3168, -0.5922
Si, 0.1091, -0.2456, 0.1497
Si, -1.3588, -1.2911, 0.9498
Si, 0.2609, 1.0253, 1.0243
Si, -1.9507, 1.2434, 1.8628
Si, 0.7805, 1.3589, 0.6428
Si, 0.6145, -0.3712, 0.2373
Si, 0.8189, 0.0871, 1.4409
Si, 1.078, -1.5683, 1.2596
Si, -0.006, 1.5531, -0.5697
Si, -0.058, 0.3893, 0.8734
Si, 0.139, -0.3529, -0.0928
Si, 0.0454, -0.4861, 1.3749
Si, -0.4404, 0.4951, 1.0209
Si, -0.4697, -1.9439, 0.1939
Si, 0.925, -0.2863, 2.4779
Si, -0.9675, -1.025, 0.5986
Si, 0.4303, 1.7334, 1.2619
Si, -1.9839, 1.4763, 2.5593
Si, -0.827, 0.4189, 0.1103
Si, 0.1802, 0.918, -2.5004
Si, -2.2637, -1.8691, 0.9478
Si, -3.6669, -0.4655, -2.074
Si, 1.0874, 0.1406, 1.8711
Si, 0.5106, -2.1084, 1.7255
Si, -0.9498, 1.605, -0.8573
Si, 0.4811, 1.1411, -2.0926
Si, 1.7913, 0.0263, -0.1368
Si, -0.614, 0.2489, -0.602
Si, -0.2579, -0.8603, -0.1374
O, 0.7357, -0.6724, -0.2761
O, 0.0844, -0.0825, 1.2219
O, 0.5049, 0.1591, -0.5661
O, -0.7012, -1.6069, -1.1591
O, -0.3337, 0.9513, 0.1026
O, 1.2275, 0.3625, -0.6095
O, -0.0115, -0.6118, 1.032
O, 0.1869, -1.2318, -0.4543
O, -0.4432, 0.7852, -1.2532
O, -0.5269, 0.7286, 0.5202
O, 0.5549, 0.426, 0.6893
O, -0.5881, 0.0941, 0.8232
O, 1.1192, -1.7673, -0.1718
O, 2.1339, -1.3282, 1.6568
O, 0.6068, 0.9584, 0.5357
O, 0.2264, -1.2385, -0.3718
O, -2.1744, 1.0437, 0.6085
O, 1.0162, -0.1855, -1.1047
O, 0.852, 0.5237, -0.2202
O, 0.208, 0.7, -0.4222
O, -0.3797, 0.175, 0.0578
O, 0.1759, 1.4927, -0.6323
O, -0.3668, 0.2456, 0.1281
O, 0.0589, 0.8112, 2.3384
O, -0.4647, -0.1071, -1.1104
O, -0.2102, 0.0927, -0.2381
O, 0.3714, -0.1305, 0.3361
O, 0.3074, 0.3887, -0.8142
O, -0.0836, -2.2716, 0.4023
O, -0.0708, -1.7671, 0.3518
O, 0.4794, -0.9202, -0.9818
O, 3.2169, -0.9126, -2.8565
O, 0.4795, -0.5842, -0.6586
O, 0.4167, -0.5076, -0.6679
O, -0.7648, -0.2214, 0.0072
O, 0.7515, 1.6517, 0.0175
O, 0.3012, 1.1506, 1.4536
O, -0.023, -0.0495, 1.3285
O, -0.237, 0.4619, 0.075
O, 0.9348, -0.5419, -0.685
O, -1.4928, 1.1218, -0.2923
O, 0.0424, 1.1035, -0.4708
O, 0.5101, 0.9006, -0.8514
O, 1.5517, 0.4192, 0.1419
O, -0.7312, -0.6813, -0.6009
O, -1.2088, 0.2215, -0.7573
O, 0.0207, -0.1965, -0.5743
O, -2.1662, -0.9214, -1.964
O, 0.9336, 0.1958, 0.945
O, 0.3725, -0.4614, 0.0197
O, -0.3429, -1.3055, 0.6304
O, 0.4345, 0.0085, -0.433
O, 1.9834, -1.2273, -0.7097
O, -0.2315, 0.4254, -1.3073
O, 0.5693, -1.1187, 0.2493
O, 0.5976, -1.1685, 0.7009

The program warned: the forces do not sum to zero within the program's tolerance.
